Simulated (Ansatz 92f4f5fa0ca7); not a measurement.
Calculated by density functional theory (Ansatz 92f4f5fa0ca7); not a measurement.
Periodic cell of 130 atoms, Si86O44, from a study of silicon, its oxide and their interface. The atomic structure is a simulated model.

Settings
functional: r2SCAN
potential files: Ansatz norm-conserving
basis: plane waves
wave-function cutoff: 1300 eV
density cutoff ratio: 4
exchange-correlation grid ratio: 1
k mesh: 2 x 2 x 1, shifted by 0.5 0.5 0.5 of a step
self-consistency stop: 5e-08 eV per atom in the density residual
occupations: Fermi-Dirac, 0.05 eV
spin: none
net charge: 0

Cell vectors (angstrom)
a 10.88 0 0
b 0 10.88 0
c 0 0 19.3103

Atoms: element, x, y, z (angstrom)
Si -0.7834 -1.2045 1.435
Si 4.1993 3.3036 -0.6365
Si -0.3198 5.4125 -0.3761
Si 2.874 8.6886 -0.6502
Si 5.0607 1.0011 -0.6512
Si 6.4988 1.5609 1.0717
Si 6.526 5.3328 -0.7112
Si 8.5794 9.0456 -0.1767
Si 1.841 1.7791 1.642
Si 3.4731 3.484 1.541
Si 1.2158 6.5976 1.0417
Si 4.2513 9.7746 0.9269
Si 8.0271 2.7148 -0.1225
Si 9.6074 3.9082 1.1557
Si 6.7405 6.7407 1.1856
Si 11.4373 10.7431 -0.2037
Si 0.062 2.7739 2.7309
Si 2.8993 -0.0593 2.5997
Si 0.1821 7.9976 2.6389
Si 2.5691 5.3983 2.5674
Si 5.3625 2.6701 2.7456
Si 8.4011 -0.1683 2.7477
Si 5.3295 8.1376 2.4628
Si 8.211 5.3695 2.4957
Si 1.318 4.1546 4.1133
Si 4.1719 1.2196 4.1073
Si 1.4964 9.4593 3.9346
Si 3.9935 6.7787 3.9216
Si 6.8302 4.0829 3.9464
Si 9.5632 1.4166 4.0406
Si 6.8056 9.3765 3.9121
Si 9.5253 6.7135 3.9705
Si 0.1265 -0.0056 5.244
Si 2.7944 2.729 5.3021
Si -0.0769 5.4275 5.4894
Si 2.7135 8.1277 5.4083
Si 5.5594 -0.1339 5.4095
Si 8.1853 2.7729 5.4091
Si 5.4127 5.4083 5.277
Si 8.1041 8.0377 5.3201
Si 1.4818 1.368 6.6378
Si 4.1353 4.0296 6.7383
Si 1.2734 6.8227 6.7828
Si 4.1027 9.4795 6.7727
Si 6.8946 1.308 6.7091
Si 9.4945 4.0764 6.9211
Si 6.7008 6.7133 6.7552
Si 9.5682 9.4751 6.4843
Si 0.1073 2.5799 8.074
Si 2.7571 0.0355 8.0911
Si -0.1734 8.1912 8.0813
Si 2.7356 5.4879 8.0365
Si 5.4618 2.5094 8.1316
Si 8.3317 -0.0731 7.9376
Si 5.3831 8.1306 8.1925
Si 8.0519 5.4599 8.2805
Si 1.568 3.9514 9.3146
Si 4.2128 1.1405 9.6777
Si 0.9478 9.9096 9.1493
Si 3.8715 6.8816 9.6054
Si 6.6519 3.9434 9.5229
Si 10.1001 0.7315 9.3176
Si 7.2112 9.2114 9.1659
Si 8.8012 7.4842 9.4251
Si -0.9362 1.577 11.484
Si 3.3642 3.1344 10.6856
Si -4.3504 5.6216 12.2394
Si 2.0865 7.8313 11.0641
Si 5.6961 -0.0632 11.3428
Si 7.037 2.7999 11.6814
Si 4.9413 5.072 10.6107
Si 8.8273 6.0314 11.9361
Si 1.7457 3.1148 12.3178
Si 5.6601 8.5138 13.6315
Si 10.1647 11.1548 13.3554
Si 3.2295 2.8728 16.6302
Si 0.5413 5.2056 10.9883
Si 8.8511 0.0241 17.7871
Si 7.631 10.4305 14.9703
Si 1.0497 4.6284 16.2013
Si 0.9853 2.0813 15.089
Si 1.1569 8.8311 13.7754
Si 10.2628 6.6148 14.7493
Si 8.9077 6.5931 17.5504
Si 5.2194 11.7882 16.2248
Si 14.4276 9.1227 15.673
O 1.6656 -1.1306 -0.86
O 2.642 4.2822 -3.2823
O 2.3174 7.2958 -0.0293
O 1.2455 1.3138 0.1443
O -8.7869 9.334 -4.3144
O 0.7294 4.7842 -1.5334
O 0.415 20.9182 -6.3297
O 4.2276 10.5773 -3.5065
O -1.3273 -4.7978 -5.9046
O 7.4114 -2.735 0.5132
O 7.5758 4.0779 -0.9041
O 7.6277 0.371 1.3698
O 6.0722 7.0716 -6.3113
O 7.2666 6.3956 -1.7343
O 5.0762 4.6845 -1.1102
O 9.2974 8.1251 -1.3424
O -1.0897 5.0086 11.0719
O -4.006 9.0548 14.5791
O 0.4881 2.4148 11.521
O 6.9304 -0.8056 10.5743
O -0.1232 -2.762 14.4744
O -2.2497 2.4972 11.8053
O 5.279 9.7153 12.5334
O -1.6703 6.4612 15.9511
O 2.0679 -2.8976 12.7129
O 6.1978 1.4071 11.937
O 6.6072 4.0003 12.772
O 0.7508 5.894 15.2598
O 8.9318 7.4472 11.1039
O 2.0444 1.7394 16.297
O 1.2961 4.7092 12.3883
O 15.4405 24.115 15.8045
O 1.6722 9.3205 10.5365
O 11.7347 6.7915 10.7474
O 0.1613 3.401 15.5766
O 1.9104 2.436 13.7763
O -4.3347 11.6175 15.2917
O 10.4766 0.1573 17.8311
O 8.3497 -9.3145 18.0379
O 8.4568 -0.557 16.3339
O 4.4258 8.2243 14.6484
O 8.6461 10.6989 13.7406
O -0.1097 0.9724 14.7244
O 3.468 -2.4538 17.149

Results
free energy: -30556.388 eV
free energy less fixed offsets of O -463.61, Si -117.95 eV per atom: -13.848 eV
pressure: -1.09 GPa
stress xx, yy, zz, yz, xz, xy (GPa, positive in tension): 0.19, 1.46, 1.63, 0.35, -0.46, 0.38

Forces (eV/angstrom), in the order of the atoms: element, x, y, z
Si -0.1778 -0.0181 0.4499
Si -0.4782 0.26 -0.2645
Si 0.3497 -0.2143 -0.4843
Si -0.0746 0.1428 -0.2716
Si 0.2079 -0.5423 0.7998
Si 0.2173 -0.1022 -0.7528
Si 0.0895 -0.261 -0.8535
Si 0.3718 -0.2332 0.2063
Si -0.4141 -0.4942 -0.6846
Si 0.4269 0.2703 0.09
Si 0.5699 0.3201 -0.4254
Si -0.1712 0.2343 -0.2461
Si 0.4651 0.1426 -0.4086
Si 0.1694 -0.2336 0.2198
Si 0.3584 0.7025 0.0744
Si 0.4939 0.5118 -0.7491
Si -0.2369 0.1587 0.045
Si 0.0022 -0.0773 0.0596
Si -0.0016 -0.0186 0.0965
Si -0.0066 -0.1675 -0.0139
Si -0.0729 -0.1211 0.0273
Si 0.4149 0.0012 -0.6466
Si 0.1026 0.2214 0.0019
Si 0.2247 0.1266 0.0633
Si -0.0077 -0.0673 0.0754
Si 0.1246 0.0118 0.0695
Si 0.061 -0.0648 -0.031
Si -0.1817 0.1128 -0.1351
Si -0.016 0.0275 -0.0327
Si -0.1189 0.02 0.0835
Si -0.0409 -0.0858 -0.018
Si -0.0127 -0.1552 -0.2165
Si -0.0325 -0.1759 0.0796
Si -0.129 0.0376 0.1329
Si 0.1243 0.0332 -0.0724
Si -0.0068 0.0657 0.0828
Si -0.0715 0.0449 -0.056
Si 0.0285 0.0069 -0.0011
Si 0.1434 -0.0334 0.0772
Si 0.1154 0.0227 0.0089
Si -0.0689 0.0259 -0.1732
Si -0.0144 -0.0339 0.097
Si 0.0974 0.0134 -0.0117
Si -0.0132 -0.0876 0.0794
Si -0.0951 0.0291 0.1014
Si -0.0145 0.0259 0.0604
Si 0.0313 0.0264 0.0822
Si 0.0106 -0.0635 -0.0383
Si -0.1401 0.0531 0.1411
Si 0.1622 0.1639 -0.148
Si -0.1508 -0.2388 -0.1402
Si -0.1166 0.1563 -0.2176
Si 0.1182 0.0499 -0.2905
Si 0.2035 0.1764 -0.2368
Si -0.2191 -0.1564 -0.0545
Si 0.0528 -0.1257 0.125
Si 0.1262 0.1153 -0.0288
Si -0.146 -0.1675 0.0264
Si 0.2797 -0.0296 0.6287
Si -0.0699 -0.0847 0.028
Si 0.001 -0.2744 0.0295
Si -0.0459 0.1196 -0.3164
Si -0.1645 0.4345 0.4484
Si 0.3694 -0.0912 0.1791
Si 0.2506 0.1619 0.4065
Si 0.2182 0.0333 -0.0531
Si -0.6336 0.122 0.3048
Si -0.3745 0.3175 0.2736
Si 0.0607 0.1582 0.0779
Si 0.166 0.6933 0.0466
Si -0.3862 0.0649 0.004
Si 0.5776 0.348 0.4142
Si -0.1895 0.0678 0.2321
Si 0.085 0.1715 0.4319
Si 0.1997 -0.325 0.5587
Si -0.6238 -0.0036 -0.6386
Si 0.1893 -0.3436 0.0093
Si -0.2573 0.5664 -0.4206
Si -0.1691 0.143 0.1296
Si 0.1849 -0.0746 -0.4613
Si 0.0839 0.0498 0.3631
Si -0.1754 0.2693 0.2555
Si 0.3662 0.1451 0.3093
Si 0.218 0.5642 -0.8171
Si 0.1351 -0.3281 -0.4063
Si -0.1191 0.0525 0.0239
O -0.1503 -0.0541 0.4728
O -0.3413 -0.1436 0.1318
O -0.4207 -0.157 0.3549
O 0.2445 -0.1661 0.389
O 0.0964 -0.1348 -0.1243
O -0.4763 0.2707 0.3079
O -0.0778 0.0538 0.064
O 0.0886 0.0963 0.1599
O -0.2727 -0.0282 -0.4094
O -0.2026 -0.3551 -0.0657
O -0.5116 0.0333 0.1623
O -0.5325 0.0647 0.9265
O 0.2629 -0.8541 -0.3201
O -0.02 -0.2935 0.4559
O 0.223 -0.4598 0.4106
O -0.3709 -0.5435 0.0836
O 0.2235 0.1918 0.1229
O -0.1456 0.0606 -0.2675
O -0.3553 -0.1074 0.1891
O -0.2425 -0.2157 -0.0307
O 0.0791 -0.2046 -0.2901
O -0.2306 0.0211 0.0512
O 0.1429 0.1894 -0.2604
O -0.0138 -0.0837 0.4255
O 0.0286 0.003 -0.3775
O 0.2262 -0.2127 0.1087
O 0.3067 -0.3657 -0.0595
O -0.2577 0.015 -0.0394
O 0.0472 -0.1794 -0.4987
O 0.1824 0.435 -0.0155
O -0.3214 -0.0414 -0.2926
O -0.0159 -0.2672 0.4398
O -0.1597 -0.2397 -0.2252
O 0.1806 -0.0705 0.1841
O 0.4031 0.039 0.0938
O -0.2822 0.0359 -0.0748
O 0.0924 -0.095 -0.1301
O -0.424 -0.1778 0.3353
O 0.0064 0.2959 0.2509
O 0.091 0.031 -0.1079
O 0.0967 0.1613 -0.1932
O 0.0828 0.0955 0.049
O -0.0549 -0.0261 -0.3174
O -0.0417 0.0842 0.1315
